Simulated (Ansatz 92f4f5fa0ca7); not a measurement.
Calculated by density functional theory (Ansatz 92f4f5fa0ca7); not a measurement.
Periodic cell of 363 atoms, Si241O122, from a study of silicon, its oxide and their interface. The atomic structure is a simulated model.
Doubt: the cutoff is far below the 930 eV that the study's wrapper takes by default for these files, so forces and energies are approximate.
This geometry differs little from another in the collection (a relaxation step or a small displacement).

Settings: functional PBE; potential files Ansatz PAW; basis plane waves; wave-function cutoff 580 eV; density cutoff ratio 5; exchange-correlation grid ratio 1; k mesh 1 x 1 x 1, Gamma-centred; self-consistency stop 5e-08 eV per atom in the density residual; occupations fixed; spin none; net charge 0.

Cell vectors (angstrom)
a  11.6015  0  0
b  0  13.3963  0
c  0  0  41.069

Atoms: element, x, y, z (angstrom)
Si  0  2.2327  1.1851
Si  3.8672  2.2327  1.1851
Si  7.7343  2.2327  1.1851
Si  1.9336  5.5818  1.1851
Si  5.8008  5.5818  1.1851
Si  9.6679  5.5818  1.1851
Si  0  8.9308  1.1851
Si  3.8672  8.9308  1.1851
Si  7.7343  8.9308  1.1851
Si  1.9336  12.2799  1.1851
Si  5.8008  12.2799  1.1851
Si  9.6679  12.2799  1.1851
Si  1.9336  1.1164  1.9745
Si  5.8008  1.1164  1.9745
Si  9.6679  1.1164  1.9745
Si  0  4.4654  1.9745
Si  3.8672  4.4654  1.9745
Si  7.7343  4.4654  1.9745
Si  1.9336  7.8145  1.9745
Si  5.8008  7.8145  1.9745
Si  9.6679  7.8145  1.9745
Si  0  11.1635  1.9745
Si  3.8672  11.1635  1.9745
Si  7.7343  11.1635  1.9745
Si  1.9336  1.1164  4.3426
Si  5.8008  1.1164  4.3426
Si  9.6679  1.1164  4.3426
Si  0  4.4654  4.3426
Si  3.8672  4.4654  4.3426
Si  7.7343  4.4654  4.3426
Si  1.9336  7.8145  4.3426
Si  5.8008  7.8145  4.3426
Si  9.6679  7.8145  4.3426
Si  0  11.1635  4.3426
Si  3.8672  11.1635  4.3426
Si  7.7343  11.1635  4.3426
Si  0  0  36.7285
Si  3.8672  0  36.7285
Si  7.7343  0  36.7285
Si  1.9336  3.3491  36.7285
Si  5.8008  3.3491  36.7285
Si  9.6679  3.3491  36.7285
Si  0  6.6981  36.7285
Si  3.8672  6.6981  36.7285
Si  7.7343  6.6981  36.7285
Si  1.9336  10.0472  36.7285
Si  5.8008  10.0472  36.7285
Si  9.6679  10.0472  36.7285
Si  0  0  39.0966
Si  3.8672  0  39.0966
Si  7.7343  0  39.0966
Si  1.9336  3.3491  39.0966
Si  5.8008  3.3491  39.0966
Si  9.6679  3.3491  39.0966
Si  0  6.6981  39.0966
Si  3.8672  6.6981  39.0966
Si  7.7343  6.6981  39.0966
Si  1.9336  10.0472  39.0966
Si  5.8008  10.0472  39.0966
Si  9.6679  10.0472  39.0966
Si  0  2.2327  39.886
Si  3.8672  2.2327  39.886
Si  7.7343  2.2327  39.886
Si  1.9336  5.5818  39.886
Si  5.8008  5.5818  39.886
Si  9.6679  5.5818  39.886
Si  0  8.9308  39.886
Si  3.8672  8.9308  39.886
Si  7.7343  8.9308  39.886
Si  1.9336  12.2799  39.886
Si  5.8008  12.2799  39.886
Si  9.6679  12.2799  39.886
Si  -0.2403  -0.0715  29.3936
Si  3.8375  2.4444  30.4403
Si  7.6337  0.3382  29.769
Si  1.9237  3.6102  29.7231
Si  5.7296  3.54  29.463
Si  9.5894  3.9966  30.7237
Si  0.0864  7.6384  28.7417
Si  2.5193  7.4361  29.0105
Si  8.0069  9.5764  28.6473
Si  1.593  10.5227  29.7033
Si  5.0877  10.6045  29.1881
Si  9.0783  10.1724  30.569
Si  -0.075  2.7137  30.6299
Si  3.8087  0.3299  29.6115
Si  7.6691  2.574  30.5329
Si  2.7554  5.6503  30.5284
Si  5.1775  5.5437  30.5212
Si  9.6562  5.165  28.788
Si  -0.3104  9.2976  30.4006
Si  3.4653  9.2218  30.3078
Si  7.1101  6.8315  28.6023
Si  1.8064  12.7136  30.3849
Si  5.6825  12.5329  30.4274
Si  9.4747  12.4609  30.5595
Si  0.0544  2.2672  32.9043
Si  3.8722  2.3551  32.819
Si  7.6234  2.3002  32.8732
Si  2.0047  5.6775  32.7904
Si  5.8024  5.65  32.8051
Si  9.6477  5.417  32.7113
Si  0.0353  8.945  32.723
Si  3.8652  9.0073  32.656
Si  7.9521  9.1689  32.5945
Si  1.8985  12.3841  32.7527
Si  5.7619  12.332  32.7836
Si  9.6662  12.4718  32.8906
Si  1.9744  1.1701  33.6332
Si  5.7413  1.1438  33.6167
Si  9.6434  1.276  33.6411
Si  0.0558  4.5249  33.5776
Si  3.8851  4.5644  33.6785
Si  7.698  4.5059  33.6531
Si  1.9845  7.8944  33.561
Si  5.9022  7.9686  33.3588
Si  9.6982  7.7781  33.4369
Si  -0.0238  11.2079  33.5441
Si  3.8287  11.2083  33.5178
Si  7.7479  11.2842  33.6145
Si  1.9457  1.1213  35.976
Si  5.7898  1.1177  35.9654
Si  9.6621  1.1355  35.9781
Si  0.0147  4.4796  35.9421
Si  3.8675  4.4681  36.0027
Si  7.7253  4.475  35.9877
Si  1.9345  7.822  35.9347
Si  5.8233  7.8408  35.8306
Si  9.6671  7.7898  35.8673
Si  0.0021  11.1663  35.924
Si  3.8598  11.1647  35.9104
Si  7.7281  11.1743  35.9637
Si  -0.0091  -0.0217  5.1716
Si  3.8665  0.0033  5.0917
Si  7.7349  -0.0043  5.1732
Si  1.9329  3.343  5.1414
Si  5.7923  3.3618  5.1211
Si  9.6708  3.3361  5.0877
Si  0.0049  6.6915  5.1422
Si  3.8505  6.6956  5.1284
Si  7.7307  6.687  5.1125
Si  1.9435  10.0384  5.128
Si  5.8014  10.0338  5.1735
Si  9.678  10.0407  5.1288
Si  -0.0415  -0.1263  7.5669
Si  3.8686  -0.064  7.431
Si  7.7263  -0.0672  7.5757
Si  1.92  3.2681  7.5158
Si  5.7556  3.3635  7.4848
Si  9.6717  3.2455  7.4282
Si  0.0007  6.6192  7.5189
Si  3.7899  6.6552  7.4959
Si  7.7024  6.6066  7.4663
Si  1.9924  9.9792  7.4948
Si  5.806  9.9507  7.5724
Si  9.6972  9.9709  7.494
Si  -0.0169  2.1199  8.2664
Si  3.8769  2.1574  8.259
Si  7.687  2.2297  8.2164
Si  1.8968  5.4712  8.3873
Si  5.7294  5.6114  8.3047
Si  9.6411  5.4616  8.1909
Si  0.0725  8.8674  8.2753
Si  3.8679  8.841  8.4083
Si  7.7892  8.8046  8.2533
Si  1.962  12.2018  8.2643
Si  5.7632  12.2098  8.2945
Si  9.62  12.1398  8.4178
Si  0.0429  1.9597  10.6193
Si  3.7978  2.3575  10.6058
Si  7.5  2.5879  11.4959
Si  1.8324  5.3493  10.8042
Si  7.1241  6.843  11.8307
Si  9.8322  5.2846  10.509
Si  0.3302  8.7102  10.625
Si  4.0064  8.2546  10.7553
Si  8.2923  8.6312  10.5391
Si  2.6422  12.3011  10.5161
Si  5.0817  12.1574  10.5556
Si  9.3537  11.6519  10.7748
Si  2.0218  1.0077  11.3421
Si  5.4618  1.5194  11.9801
Si  8.9837  0.8781  12.1136
Si  -0.0404  4.0905  11.4827
Si  3.9025  4.5122  11.4284
Si  8.2217  4.7674  12.1311
Si  2.0104  7.4986  11.6143
Si  5.2768  6.2335  10.5738
Si  10.1514  7.4526  11.2548
Si  0.435  10.593  11.9342
Si  5.0677  9.7159  12.3875
Si  6.6261  8.3736  13.4763
O  5.0689  1.4717  13.5854
O  11.1253  3.8999  13.1044
O  5.6565  -2.5866  11.3072
O  1.8486  0.7954  12.9811
O  0.4259  10.249  13.5589
O  13.502  11.2742  11.6126
O  10.1524  7.3803  12.9232
O  4.3864  10.4847  13.6903
O  7.8906  9.2992  13.977
O  4.1849  4.1861  13.0533
O  9.0872  0.7125  13.7414
O  5.9117  7.7532  14.8079
O  5.7053  3.6825  27.7736
O  1.7255  3.6328  28.0683
O  7.4984  0.4093  28.1132
O  3.5055  7.2151  27.6866
O  8.6691  9.9311  27.2132
O  6.5544  7.0777  27.0777
O  10.1448  4.5177  27.3683
O  6.3931  9.8384  28.5625
O  -0.8193  6.3147  29.1321
O  1.6938  10.4537  28.0147
O  -0.1793  12.9563  27.7793
O  4.2694  11.1839  27.8691
Si  5.6458  4.2262  26.2138
Si  9.3212  10.1964  25.7449
Si  10.7764  12.7255  26.2975
Si  1.6496  0.0023  14.3809
Si  2.0038  9.4187  22.3146
Si  9.6321  6.8468  21.0637
Si  1.1356  5.6953  24.8551
Si  7.7675  10.6509  17.7886
Si  4.6078  10.7284  17.9546
Si  5.6462  1.4093  24.7929
Si  10.3971  7.4938  25.8932
Si  9.3052  13.251  17.5883
Si  8.7794  1.4122  20.2863
Si  4.2011  11.5342  14.9313
Si  4.3894  7.7343  18.6071
Si  11.4255  11.1151  14.8272
Si  9.7239  4.3075  13.9068
Si  2.8605  11.0664  27.044
Si  8.9243  9.4851  15.2186
Si  4.0973  9.4868  24.6963
Si  1.7665  11.5165  20.2377
Si  8.0972  0.9012  26.6913
Si  11.1584  11.0933  22.0601
Si  10.5823  7.0976  14.466
Si  3.2724  0.5566  26.5015
Si  10.9927  0.2846  23.542
Si  1.0008  6.4226  21.9747
Si  4.1434  13.1987  19.9804
Si  2.9205  2.012  16.2398
Si  10.0157  3.2663  26.3478
Si  1.9893  7.109  13.9713
Si  4.5949  7.1388  15.5146
Si  8.6584  1.5417  15.0838
Si  9.8819  3.0733  23.2907
Si  7.4709  6.5066  25.8271
Si  7.221  7.8181  22.931
Si  5.522  0.8627  15.0355
Si  1.292  3.022  26.6229
Si  6.5138  13.4669  22.1314
Si  9.8256  9.5847  19.7682
Si  2.9651  5.4831  20
Si  11.7259  1.9922  21.4032
Si  2.6291  2.4424  19.3154
Si  3.4892  4.6068  14.4708
Si  5.6311  6.2389  20.9429
Si  11.7049  11.1823  17.8546
Si  6.8757  10.694  23.7898
Si  8.1709  4.272  21.0028
Si  3.72  6.8039  26.1189
O  7.8804  14.0337  21.4204
O  5.893  1.1776  23.1874
O  1.5317  11.4878  18.6108
O  2.8088  12.6544  20.7358
O  9.4477  0.9127  16.3593
O  0.3255  11.9103  20.8768
O  2.3175  2.1996  17.7377
O  -0.2933  6.4591  25.0459
O  7.0516  4.9281  25.7073
O  5.4692  10.3772  24.5837
O  3.2235  7.7777  14.8482
O  10.0775  10.1369  21.2962
O  11.5792  0.0284  25.0483
O  5.61  7.2162  19.6025
O  11.2072  3.2928  22.308
O  4.1142  10.7876  16.3895
O  0.5586  0.8705  22.538
O  9.9169  8.8231  25.0679
O  0.4295  10.7283  16.3107
O  2.1693  5.4759  14.0707
O  0.5643  7.387  14.7032
O  3.1236  3.9934  19.3701
O  7.0374  1.3978  15.3572
O  0.1817  12.6797  14.4959
O  9.816  10.8256  14.8967
O  8.4608  10.2711  19.2152
O  6.7043  4.9965  20.9164
O  9.8336  8.1581  15.425
O  6.1999  10.5609  18.0374
O  11.0278  6.7352  21.861
O  8.1485  9.5914  16.63
O  4.1403  5.6123  21.1285
O  5.4501  13.1534  20.9345
O  10.3758  1.456  20.644
O  9.7935  1.4339  23.5663
O  10.7491  12.5201  17.8603
O  7.1571  9.4351  22.7873
O  4.8083  7.4702  17.0711
O  10.4401  12.2249  22.9938
O  0.6507  10.1784  22.8958
O  2.4449  12.5453  26.4878
O  4.4569  7.9697  25.2229
O  3.8362  1.3817  19.6555
O  2.7947  12.2716  14.6125
O  4.0368  9.3499  18.6853
O  9.2537  13.271  26.2599
O  5.4441  12.6172  14.9788
O  4.458  5.3437  26.0286
O  10.1059  5.5838  14.8766
O  9.1325  3.1039  14.8717
O  8.5891  3.7484  22.5252
O  3.0486  10.0911  25.7775
O  1.2933  4.2329  25.538
O  2.2731  10.0814  20.8391
O  1.7717  1.0875  15.5683
O  9.7005  7.9581  19.8682
O  11.0073  9.9534  18.6929
O  1.4889  5.605  20.6583
O  9.2456  5.3804  20.4511
O  8.1381  10.8191  24.8172
O  3.1215  6.7375  18.9458
O  9.0277  6.6839  26.2577
O  6.7918  12.0752  22.9372
O  10.6304  11.1406  25.9569
O  2.3106  1.8329  26.2173
O  8.709  0.6276  18.8801
O  6.9544  0.8427  25.562
O  8.5397  7.2588  22.1893
O  8.1866  12.1232  17.2416
O  7.2137  7.3651  24.489
O  3.3161  9.5668  23.2635
O  4.5522  5.5183  15.3117
O  1.7866  7.8341  22.1024
O  4.4361  1.3578  16.1734
O  1.3295  2.2565  20.3285
O  11.3803  2.3969  26.5931
O  8.1927  2.9328  20.0684
O  4.367  0.5299  25.2951
O  8.7025  2.413  26.7847
O  9.954  3.7549  24.7776
O  5.3841  2.9778  25.1891
O  3.0054  3.4041  15.4171
O  5.9016  7.1757  22.2383
O  1.348  5.4973  23.2622
O  2.2351  6.6944  25.4801
O  4.3069  12.1668  18.7035
O  -5.7169  -6.5805  29.672
O  5.6861  -0.0365  11.4916
O  19.2226  2.4481  9.8461
O  8.5399  10.2383  10.987
O  8.1869  7.9797  28.9585
O  -0.5482  1.5516  29.5149
O  -0.3899  8.0248  27.21
O  -0.7875  11.6229  11.5492
O  10.404  1.1372  11.3396
O  8.4759  12.8263  11.5095
O  -7.631  0.6679  27.9771
O  8.0326  5.4879  28.6452

Results
free energy: -222584.240 eV
free energy less fixed offsets of O -568.88, Si -635.61 eV per atom: 1.130 eV

Forces (eV/angstrom), in the order of the atoms: element, x, y, z
Si  -0.0007  -0.0077  -0.0041
Si  -0.0037  0.0049  0.0295
Si  0.0102  0.0186  -0.0159
Si  0.0145  0.0278  -0.0094
Si  0.0052  0.0039  0.0085
Si  -0.0083  0.0198  0.0044
Si  0.0114  0.0111  -0.01
Si  -0.0067  0.0139  -0.0067
Si  0.0018  0.0151  0.0328
Si  -0.019  0.007  0.0093
Si  -0.0043  -0.0171  0.0116
Si  0.0097  0.0061  0.0179
Si  -0.0681  -0.0217  0.0028
Si  0.0555  0.0105  -0.0111
Si  -0.0078  -0.0641  -0.0071
Si  0.0193  0.0041  -0.0213
Si  -0.0315  -0.0002  -0.0025
Si  -0.0046  -0.0397  -0.0035
Si  -0.0333  -0.0142  0.01
Si  -0.032  -0.0092  -0.0085
Si  0.0207  -0.0384  -0.0053
Si  0.0288  -0.0214  0.0021
Si  0.044  -0.0469  0.0007
Si  -0.0233  -0.0082  -0.0001
Si  -0.2124  -0.0617  0.0923
Si  0.1457  0.0167  0.0911
Si  -0.0076  -0.2752  0.0155
Si  0.0843  -0.0001  -0.0697
Si  -0.1156  0.0246  -0.0813
Si  -0.0391  -0.0598  -0.1453
Si  -0.0535  -0.0394  -0.1365
Si  -0.1001  -0.0112  0.082
Si  0.0614  -0.0753  0.0512
Si  0.077  -0.0566  0.0098
Si  0.1142  -0.1314  0.0129
Si  -0.0408  -0.0299  0.2531
Si  0.0145  -0.0015  -0.0235
Si  0.0042  -0.123  0.1898
Si  -0.0644  0.0939  0.1701
Si  -0.0391  0.0355  0.2519
Si  -0.0144  -0.0432  0.3002
Si  0.0861  0.2064  0.1661
Si  -0.0529  0.124  -0.1067
Si  0.2366  0.3154  -0.2485
Si  -0.0604  0.2791  -0.1875
Si  0.0093  0.0659  -0.0251
Si  -0.0998  -0.0551  -0.1826
Si  0.0228  -0.17  -0.3429
Si  0.0033  0.0021  0.021
Si  -0.0004  -0.0522  -0.0031
Si  -0.0137  0.0399  0.004
Si  -0.0244  0.0082  -0.0011
Si  0.0059  -0.0216  0.0005
Si  0.0363  0.0685  0.0068
Si  -0.0193  0.0608  0.0025
Si  0.0915  0.1228  0.0207
Si  -0.0216  0.1065  0.0131
Si  -0.0034  0.0346  0.0023
Si  -0.043  -0.0167  0.0159
Si  0.0225  -0.0644  0.013
Si  -0.0087  0.0201  0.0145
Si  0.0034  -0.0029  0.0016
Si  -0.0032  -0.0042  0.0158
Si  -0.0173  -0.0407  -0.0437
Si  -0.0058  -0.015  -0.0162
Si  0.0064  -0.038  -0.0081
Si  -0.0003  -0.0102  0.0022
Si  0.0038  -0.017  0.0203
Si  -0.0039  -0.023  -0.0151
Si  0.0216  -0.0046  0.009
Si  -0.001  0.0179  -0.0004
Si  -0.0103  0.0098  -0.0465
Si  0.0013  -0.0085  0.0084
Si  -0.0012  0.0034  -0.0002
Si  0.0045  -0.0012  -0.0009
Si  0.0014  -0.0027  -0.0068
Si  0.0001  0.0031  -0.0066
Si  0.0004  0.0001  0.0043
Si  0.0008  0.01  0.0054
Si  0.0039  -0.0041  -0.0038
Si  0.0019  0.0052  -0.0023
Si  0.0023  -0.0004  -0.0011
Si  -0.0049  -0.0096  -0.0045
Si  0.002  -0.0022  0.0029
Si  -0.0013  -0.0033  -0.0018
Si  -0.0113  -0.0084  -0.0071
Si  -0.0001  -0.0014  0.0011
Si  0  0.0007  -0.001
Si  0.0013  -0.0009  0.0013
Si  0.0033  -0.0061  -0.002
Si  -0.0004  -0.0027  -0.0071
Si  0.0048  0.0013  -0.002
Si  -0.0025  0.0009  -0.0059
Si  -0.0019  0.006  -0.0101
Si  0.0053  0.0004  -0.0022
Si  0.0028  0.0021  -0.0057
Si  -0.007  0.0048  -0.006
Si  0.001  -0.0004  0.0016
Si  0.0041  0.0042  -0.0046
Si  -0.0002  0.0002  -0.0007
Si  -0.0032  -0.0007  -0.0043
Si  0.0021  -0.0024  -0.004
Si  -0.0032  0.002  0.0001
Si  -0.0013  0.0018  -0.0009
Si  -0.0022  -0.0007  -0.0055
Si  -0.0036  -0.0002  0.0029
Si  0.0005  0.0012  0.0022
Si  -0.003  -0.0014  -0.003
Si  0.0078  -0.0052  -0.0027
Si  -0.0062  -0.0026  -0.0011
Si  0.0003  -0.0013  0.0021
Si  -0.0001  0.0013  -0.0015
Si  0.0006  -0.0003  0.0002
Si  0.0001  -0.0033  0.0003
Si  0.0025  -0.0015  0.0001
Si  -0.0005  0.0019  0.0007
Si  0.0045  -0.0005  -0.0005
Si  0.0041  -0.0007  0.0009
Si  0.0006  -0.0037  -0.0004
Si  0.0009  0.0029  0.0007
Si  0.0002  0.0001  0.0011
Si  -0.0006  -0.0009  -0.0005
Si  -0.001  0.0032  -0.0009
Si  0  -0.0014  0.0004
Si  -0.0001  -0.0007  -0.0023
Si  -0.001  0.0002  -0.0002
Si  -0.001  -0.0009  -0.0005
Si  0.0005  -0.0001  0.0004
Si  -0.0001  -0.0021  0
Si  0.0002  -0.001  -0.0011
Si  -0.0009  0.0005  -0.0011
Si  -0.0004  0.0006  -0.0001
Si  -0.0024  -0.0008  0.0009
Si  0.002  0.0006  -0.0004
Si  0.0002  -0.0002  -0.0009
Si  0.0005  -0.0001  0.0007
Si  -0.0015  0.0008  -0.0011
Si  0.0002  -0.0008  -0.0022
Si  0.0015  0.0011  0.0011
Si  -0.0015  0.0006  0.0014
Si  0  -0.0001  0.0015
Si  -0.0022  -0.0021  0.0005
Si  -0.0003  0.0011  -0.0014
Si  0.0019  0.0011  -0.0003
Si  0.0023  -0.0012  -0.0013
Si  -0.0039  0.0013  0.0002
Si  -0.002  0.0001  0
Si  0.0001  -0.0054  0.0015
Si  -0.002  0.0016  0.0008
Si  0.0007  0.0027  0.0008
Si  0  -0.0016  0.0007
Si  -0.0009  -0.0004  -0.001
Si  -0.001  -0.0031  -0.0027
Si  0.0007  -0.001  -0.0002
Si  0.0026  -0.001  0.0017
Si  -0.0017  -0.0003  -0.0038
Si  0.0032  0.0023  -0.0041
Si  -0.0003  0.0034  -0.004
Si  -0.0002  -0.0014  0.005
Si  0.0005  0.0044  0.0019
Si  0  -0.0007  -0.0006
Si  0.0031  0.0007  0.0015
Si  0.0029  -0.0045  0.0005
Si  -0.0043  -0.0009  -0.001
Si  -0.0002  0.0002  -0.0027
Si  0.0018  0.0003  0.0063
Si  0.0084  0.0019  -0.0151
Si  -0.0003  0.0027  -0.007
Si  -0.0041  -0.0028  0.0043
Si  -0.0026  -0.0005  -0.0025
Si  -0.0049  0.0048  0.0102
Si  -0.0063  -0.0021  -0.0033
Si  0.0007  -0.0123  -0.003
Si  0.0028  -0.0016  -0.0003
Si  0.0082  0.0062  -0.0008
Si  0.0064  0.0065  0.001
Si  -0.0063  0.0073  0.0097
Si  0.003  -0.0062  -0.009
Si  -0.006  -0.012  0.0274
Si  -0.0037  -0.0034  0.0138
Si  0.0017  -0.0013  0.0046
Si  0.011  -0.0026  0.0083
Si  0.0021  0.0001  0.0058
Si  -0.0018  0.0046  0.0024
Si  0.0075  0.0018  0.0011
Si  -0.0085  0  -0.0014
Si  -0.0054  0.001  -0.0028
Si  0.0047  -0.0033  0.0031
Si  -0.0098  -0.0153  0.0167
Si  -0.004  0.0003  0.0034
Si  0.004  -0.0071  0.0009
Si  -0.0015  0.0023  -0.0048
O  0.001  0.0004  -0.003
O  0.0052  -0.0012  -0.0023
O  -0.0035  0.0099  -0.011
O  -0.0006  0.0039  -0.0057
O  0.0015  0.0002  -0.0054
O  0.0069  0.0015  -0.0032
O  0.0044  0.0022  -0.0177
O  -0.0018  0.0011  -0.0004
O  -0.0003  -0.0023  -0.0014
O  -0.0006  -0.0035  -0.0068
O  0.0015  0.0017  -0.0064
O  -0.0164  -0.003  0.0113
O  -0.0004  -0.0009  0.0061
O  0.0006  0.0006  0.005
O  -0.0013  -0.0015  0.0028
O  -0.0004  -0.0007  -0.0007
O  -0.0018  -0.0019  0.001
O  -0.0001  -0.0003  0.0028
O  -0.0003  0.0037  0.0009
O  -0.0032  0.0054  0.0014
O  -0.0028  -0.0041  -0.0027
O  -0.0033  0.0023  0.0038
O  0.0013  0  -0.0006
O  0.0048  0.0014  -0.0003
Si  -0.0004  -0.0014  0.0005
Si  -0.0009  0.0008  -0.0025
Si  -0.0003  0.0001  -0.0004
Si  0.0016  0.0002  0.0001
Si  -0.0003  -0.0015  -0.0013
Si  0.0022  0.0002  -0.0001
Si  0.0017  -0.0005  -0.0004
Si  0.0007  -0.0012  -0.001
Si  -0.0001  -0.0004  -0.0006
Si  -0.0003  -0.0004  0.0005
Si  0.0009  -0.0012  -0.0028
Si  0.0001  -0.001  0.0002
Si  0.0002  0.0001  0
Si  0.0013  -0.0007  0.0014
Si  0.0002  0.001  0.0023
Si  -0.0003  0.0004  0.0018
Si  -0.0042  0.0037  -0.0029
Si  0.0009  -0.0021  -0.0016
Si  -0.002  -0.0001  0.0004
Si  -0.0003  -0.0005  -0.0004
Si  0.0016  -0.0002  -0.0007
Si  0.0002  0.0005  -0.0018
Si  -0.0001  -0.0012  -0.0014
Si  0.0004  0.0049  0.0018
Si  0.0013  0  -0.0007
Si  0.0002  0.0003  -0.0007
Si  0.0001  0.0001  0.0012
Si  -0.0002  0  -0.0005
Si  0.0032  -0.0042  -0.0003
Si  0.0006  -0.0015  -0.0013
Si  -0.0001  -0.0001  0.0063
Si  0.0151  -0.0003  -0.002
Si  -0.0016  -0.0038  0.0012
Si  0.0012  0.0004  -0.0014
Si  -0.0007  -0.0009  -0.002
Si  -0.0011  -0.0012  -0.003
Si  0.0012  -0.0009  -0.0008
Si  -0.0005  0.0005  -0.0011
Si  0.0002  -0.0004  -0.0016
Si  0.0002  -0.0007  -0.0005
Si  -0.0009  0.0006  0.0002
Si  -0.0003  0.0008  0
Si  0.0004  -0.0018  0.0007
Si  -0.0015  0.0027  0.003
Si  0.001  -0.0005  0
Si  -0.0007  -0.0008  0.0003
Si  -0.0002  -0.001  -0.001
Si  -0.0004  -0.0006  -0.0001
Si  -0.0025  0.0008  0.0002
O  0.0002  -0.0007  0.0002
O  -0.0003  0  0.0001
O  0.0004  -0.0002  -0.0005
O  0.0001  -0.0007  -0.0006
O  0.0001  0.0007  -0.0015
O  -0.0001  -0.0003  -0.0006
O  -0.0001  0.0007  0.0007
O  -0.0003  0  -0.0006
O  0.0005  -0.0002  -0.0013
O  0.0001  -0.0002  -0.0014
O  0.0024  -0.0002  -0.0008
O  0.0006  0  -0.0001
O  0  -0.0008  -0.0011
O  -0.0006  -0.0003  -0.001
O  -0.0004  -0.001  -0.0007
O  0.0011  -0.0011  0.0019
O  -0.0002  -0.0008  -0.0003
O  0  -0.0007  0
O  0.0004  0.0001  -0.0013
O  0.0016  0.0024  -0.0012
O  0.0003  -0.0019  -0.0025
O  0.0002  0.0012  -0.0004
O  0.0002  -0.0002  -0.0023
O  -0.0037  -0.0027  -0.0001
O  0.0032  0.0023  -0.0011
O  0.0002  -0.0006  -0.002
O  0.0004  -0.0008  -0.0006
O  0.0035  -0.004  -0.0022
O  0.0012  -0.0008  -0.0005
O  -0.0024  -0.0009  -0.0024
O  -0.0014  0.0017  0.0018
O  -0.0003  -0.0006  -0.0009
O  0.001  -0.0003  -0.0004
O  0.0005  0.0003  -0.0005
O  0.0001  -0.0021  -0.0007
O  0.0006  -0.0005  -0.0012
O  -0.0001  -0.0004  -0.0005
O  -0.0007  -0.0076  -0.0153
O  0.0005  -0.0007  -0.0007
O  0.0002  0  -0.0005
O  -0.0017  -0.0023  -0.0009
O  0.0004  -0.0015  -0.0008
O  0  -0.0003  -0.0006
O  0.002  -0.0034  -0.0001
O  0.0002  -0.0002  -0.001
O  -0.0002  -0.0005  -0.0014
O  0.0018  0.0016  -0.0013
O  0.0017  -0.0006  -0.001
O  0.0018  -0.0022  0.0029
O  0.0032  0.0031  -0.0006
O  -0.0006  0  -0.0015
O  -0.0005  0.0007  0.0005
O  0.0005  0.0003  -0.0018
O  0.0002  -0.0003  -0.0006
O  -0.0016  0.0024  0.0009
O  0.0007  -0.0022  0.001
O  0.0022  0.0002  -0.0017
O  0.0012  -0.0002  -0.0012
O  0.0003  0.0002  -0.0014
O  0.0004  -0.0007  -0.0005
O  -0.0004  -0.0015  -0.0009
O  0.0022  -0.0002  0.001
O  0.0002  -0.0003  -0.0009
O  0.0007  -0.0008  -0.001
O  -0.0005  -0.0005  -0.0016
O  0  -0.0012  -0.0024
O  0.0006  -0.0004  -0.0014
O  0.0003  -0.0002  -0.0017
O  0.0001  -0.001  -0.001
O  0.0006  -0.0005  0
O  0.0001  -0.0007  -0.001
O  0.0079  0.0188  0.0012
O  -0.0021  -0.0017  -0.0013
O  -0.0007  0.0013  0.0007
O  0.001  -0.0003  -0.0015
O  -0.0002  -0.0006  -0.0011
O  -0.0003  -0.0002  -0.0006
O  0.0008  -0.0007  -0.0019
O  0  -0.0002  -0.0011
O  -0.0003  -0.0002  0
O  -0.0001  -0.0003  -0.002
O  0.0007  0.0022  -0.0006
O  0.0016  -0.0003  0.0005
O  0  0.0018  -0.0014
O  -0.0007  -0.0018  -0.0011
O  0  0.0001  -0.0007
O  -0.0016  -0.0015  0.0004
O  -0.0024  0.0034  -0.0045
O  0.0002  -0.001  -0.0147
O  0.0018  0.0042  -0.0044
O  -0.0004  -0.0051  -0.001
O  -0.0011  0.0099  0.0015
O  0.0002  -0.0013  -0.0017
O  0.0058  0.0014  -0.0027
O  0.0002  0.0011  -0.0042
O  -0.0013  0.002  -0.0006
O  0.0025  0.001  0.0018
O  0.0015  0.0021  -0.0037

The program warned: the cutoff lies below the one the program advises for these potential files; the forces do not sum to zero within the program's tolerance; the exchange-correlation potential is rough where the density is thin.
